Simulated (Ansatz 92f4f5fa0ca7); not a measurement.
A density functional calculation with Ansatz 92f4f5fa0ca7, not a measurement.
Periodic cell of 228 atoms, Si140O88, from a study of silicon, its oxide and their interface. The atomic structure is a simulated model.
This geometry differs little from another in the collection (a relaxation step or a small displacement).

Settings: functional r2SCAN; potential files Ansatz PAW; basis plane waves; wave-function cutoff 800 eV; density cutoff ratio 5; exchange-correlation grid ratio 1; k mesh 1 x 1 x 1, shifted by 0.5 0.5 0 of a step; self-consistency stop 1e-10 eV per atom in the density residual; occupations fixed; spin none; net charge 0.

Cell vectors (angstrom)
a  10.887  0  0
b  0  10.887  0
c  0  0  32.788

Atoms: element, x, y, z (angstrom)
Si  1.138  4.6258  -8.4054
Si  5.2405  2.6574  3.1244
Si  -7.2938  3.5009  1.6464
Si  0.067  8.7495  -7.418
Si  8.8801  -1.7792  1.4253
Si  2.5601  2.9016  -16.6646
Si  0.5219  10.1034  -1.8898
Si  4.4032  8.357  -5.961
Si  0.0911  2.8127  2.5914
Si  -9.5817  1.4001  -1.3069
Si  2.7367  5.3858  2.8038
Si  5.5208  8.3173  2.8719
Si  8.4912  -1.0266  -0.8026
Si  12.6827  1.8877  1.2005
Si  10.1932  4.7261  1.4373
Si  19.0104  7.6881  -10.9205
Si  -3.6563  7.3197  1.6348
Si  2.755  0.1007  2.5281
Si  1.0412  6.398  1.5948
Si  -0.0998  8.2003  2.6159
Si  3.7372  7.5325  -3.2808
Si  8.0572  0.0359  2.7378
Si  4.7237  10.0835  1.5166
Si  8.2893  5.5076  2.6956
Si  1.3706  4.0409  4.1644
Si  3.9226  1.2307  4.31
Si  1.3524  9.5867  3.8917
Si  4.1148  6.8373  4.0698
Si  6.8318  4.1309  4.0592
Si  9.5548  1.4178  3.9425
Si  6.8414  9.5993  4.271
Si  9.5666  6.8364  4.1485
Si  0.0131  0.0369  5.3487
Si  2.6431  2.6943  5.5714
Si  0.0188  5.4354  5.4741
Si  2.6766  8.1983  5.3614
Si  5.3997  -0.0448  5.587
Si  8.1794  2.7226  5.3961
Si  5.4794  5.4778  5.4461
Si  8.2018  8.1752  5.5125
Si  1.2912  1.3441  6.8664
Si  4.0794  4.0874  6.7929
Si  1.3706  6.8181  6.7826
Si  4.0343  9.4641  6.8534
Si  6.8023  1.3662  6.804
Si  9.52  4.0807  6.8026
Si  6.8199  6.8181  6.8395
Si  9.566  9.5568  6.7808
Si  -0.0527  2.719  8.2086
Si  2.7116  -0.0027  8.1813
Si  -0.0146  8.1506  8.1396
Si  2.7242  5.4567  8.1609
Si  5.4146  2.7031  8.1403
Si  8.152  -0.0304  8.1529
Si  5.4146  8.1116  8.2051
Si  8.1885  5.4545  8.1758
Si  1.3419  4.1102  9.531
Si  4.0913  1.3438  9.5727
Si  1.3553  9.4878  9.4506
Si  4.0882  6.7482  9.5785
Si  6.7824  4.0654  9.4178
Si  9.4779  1.3263  9.522
Si  6.7924  9.4709  9.5389
Si  9.5325  6.8186  9.5869
Si  0.002  -0.0733  10.7873
Si  2.7097  2.7609  10.8901
Si  0.01  5.4549  10.9682
Si  2.6869  8.169  10.8311
Si  5.4579  -0.0769  10.9317
Si  8.0525  2.6983  10.7766
Si  5.4889  5.3354  10.8617
Si  8.1234  8.1347  10.9808
Si  1.3148  1.3308  12.1169
Si  4.1359  4.0407  12.2885
Si  1.4239  6.8659  12.3074
Si  4.0181  9.4644  12.2576
Si  6.8317  1.3165  12.2412
Si  9.3921  4.0245  12.131
Si  6.7867  6.6464  12.3104
Si  9.5473  9.5518  12.2493
Si  2.1206  -3.4528  23.3304
Si  -13.6759  -5.689  13.7152
Si  0.4599  5.3742  16.0395
Si  13.7027  -5.6658  15.7229
Si  5.3865  2.5127  13.644
Si  11.257  -7.9208  15.3246
Si  4.9725  7.6397  13.4437
Si  9.7342  6.5431  14.7232
Si  10.3961  4.2637  20.0167
Si  0.0134  -2.6347  13.6406
Si  -10.9224  0.8829  16.3934
Si  3.2524  5.8859  13.487
Si  6.8925  3.473  15.1329
Si  17.217  -0.0769  17.8891
Si  3.9574  12.1145  15.0755
Si  1.1915  9.8466  15.0191
Si  -2.1875  0.5006  13.4708
Si  8.5596  0.8337  15.8338
Si  -10.8302  7.7005  18.0718
Si  -2.3835  7.2821  16.5022
Si  5.9719  -7.8083  17.9905
Si  5.6086  -7.7523  22.6864
Si  3.6844  12.1268  27.5253
Si  3.0397  2.6483  29.29
Si  1.3367  -14.4181  31.5359
Si  -1.3081  1.5009  27.1341
Si  18.1273  -5.4418  23.4549
Si  -17.2517  -22.4386  16.4871
Si  -8.5043  1.9109  20.6839
Si  -7.1349  3.2546  25.2153
Si  25.7555  6.9101  16.8769
Si  1.0149  21.1948  27.816
Si  4.8573  0.4262  21.9151
Si  31.3  16.8548  25.5459
Si  16.4102  8.1924  15.664
Si  5.5771  20.2202  31.3993
Si  -8.3417  8.8523  16.7073
Si  5.4343  -26.9188  25.8435
Si  -4.0554  -10.3083  28.0887
Si  16.9  13.8281  32.9265
Si  15.0316  -17.5367  20.1853
Si  7.1593  16.6689  27.417
Si  11.0685  -25.6739  21.0534
Si  -17.2451  31.0626  24.0614
Si  -4.2268  8.6363  27.2855
Si  6.2402  12.022  34.4698
Si  16.1741  4.9302  29.5305
Si  -0.9921  5.3861  31.2185
Si  0.0589  3.2008  29.3477
Si  7.7635  5.2037  18.6784
Si  -14.735  9.4514  24.2919
Si  -4.1787  1.0437  30.9259
Si  20.2911  -10.3664  24.3858
Si  6.9666  5.5116  32.0509
Si  -8.2534  0.0326  13.5447
Si  10.4088  2.2836  13.2683
Si  -5.9138  6.7247  19.0366
Si  22.8702  2.2618  18.0288
Si  10.8109  2.4472  22.3751
Si  6.3497  -1.5504  19.9112
O  -5.1328  5.2997  -1.7704
O  16.8741  5.9992  -8.4652
O  -4.9631  3.6918  -16.323
O  34.4696  1.4375  -13.5465
O  -9.6704  -13.4976  -8.4358
O  -17.0047  9.3803  0.0118
O  -16.0452  -11.5483  -11.679
O  12.1739  -13.0616  -15.0201
O  9.5037  -24.4723  -15.3409
O  16.397  10.8465  -1.9764
O  -11.6168  -17.2551  -0.2206
O  -2.9114  22.9576  -5.6704
O  29.02  1.315  -3.3405
O  -33.2683  -17.2139  -2.899
O  16.7884  34.2532  -10.4665
O  10.2473  -11.7184  24.7173
O  20.9073  -8.1403  28.0777
O  22.98  8.946  31.8114
O  -14.6951  4.1884  33.0117
O  -16.5227  -31.9408  27.7006
O  3.7437  23.6435  26.0209
O  -6.5771  17.775  26.107
O  -3.7044  8.987  31.4716
O  -3.2633  -2.3913  20.5257
O  7.8348  21.8005  24.2704
O  -3.7707  -2.8141  16.1529
O  -16.5953  -35.2925  19.5259
O  4.6733  3.6543  18.7565
O  26.2187  6.1887  28.9575
O  -10.5332  3.6691  23.3372
O  2.4364  11.0541  27.5158
O  -2.5589  16.657  31.2195
O  11.8868  9.8233  29.3593
O  -1.804  16.0302  19.5985
O  37.4664  -2.5529  30.4101
O  15.2457  3.122  23.715
O  4.0144  9.4108  25.6213
O  -13.8766  0.5137  31.9018
O  0.3317  -15.5839  17.4984
O  -14.5003  7.3073  27.9933
O  -19.3578  18.0306  30.3445
O  -9.6064  -9.1642  21.8341
O  14.3142  8.3871  28.1409
O  10.9928  13.0658  30.6264
O  -15.1568  6.7778  32.98
O  12.6698  17.53  32.9078
O  15.5799  -17.4643  25.9936
O  6.9508  -7.0264  23.2221
O  20.6623  -9.2491  25.5219
O  47.5315  -15.9306  19.9979
O  8.1492  16.7581  17.2544
O  32.7004  26.9461  25.4347
O  0.2126  14.375  18.7369
O  1.6209  -7.4934  28.8848
O  17.3461  -15.7362  19.1551
O  6.1301  2.4528  31.3883
O  10.5701  -21.4431  27.6439
O  -2.8943  -19.3839  15.7147
O  -14.1384  32.6429  16.8833
O  -11.8897  -3.3388  25.6081
O  11.6858  -12.681  26.7719
O  -14.4597  6.2815  22.0605
O  7.8217  8.5802  23.1702
O  17.989  9.8752  28.2175
O  36.8182  -0.2571  23.2021
O  46.3073  25.2688  20.5501
O  24.4701  45.3529  30.6666
O  14.5875  -9.8458  20.9746
O  -1.0018  -9.5985  23.0267
O  4.5138  25.3645  33.0556
O  -19.8026  16.736  23.694
O  -14.4195  25.4207  18.5885
O  32.6343  -3.1468  19.6549
O  13.1096  -7.1499  25.1607
O  5.9968  1.4899  18.2369
O  -11.0033  -4.1371  31.1499
O  -2.2459  -5.2472  24.2225
O  34.1322  7.5647  21.8377
O  25.4153  -24.6093  23.3786
O  29.0604  30.5866  25.7747
O  -21.3538  -27.2592  20.7386
O  -0.8501  -7.7769  21.099
O  4.2677  -28.9793  29.5229
O  -2.2393  5.449  26.818
O  -16.5656  -6.9428  21.3466
O  6.6164  -17.0114  28.5812
O  -11.9883  -1.0044  30.9917
O  9.7017  -3.5566  21.8579

Results
free energy: -139731.882 eV
free energy less fixed offsets of O -570.45, Si -639.56 eV per atom: 6.118 eV

Forces (eV/angstrom), in the order of the atoms: element, x, y, z
Si  -0.0169  -0.0082  -0.2327
Si  0.0036  -0.0021  0.0047
Si  0.0148  -0.0051  -0.0367
Si  -0.0104  -0.0318  -0.2443
Si  0.0019  0.0012  -0.0001
Si  -0.0148  -0.0074  0
Si  0.03  -0.0212  -0.1529
Si  0.0138  0.0171  -0.2218
Si  0.0098  -0.0037  0.0058
Si  0.0111  0.0316  -0.1664
Si  0.0027  -0.0022  0.0015
Si  -0.0016  -0.0015  0.0019
Si  -0.0096  0.0213  -0.1434
Si  0.0021  0.0037  -0.0055
Si  -0.0065  -0.0105  -0.0702
Si  0.0286  0.0095  -0.2939
Si  -0.0149  -0.0138  -0.0523
Si  -0.0032  0.0129  0.0063
Si  0.0239  0.0109  -0.0637
Si  -0.0097  -0.0004  0.0024
Si  0.0161  0.0083  -0.2439
Si  -0.0029  -0.0077  -0.0017
Si  0.0061  -0.0237  -0.0696
Si  -0.0048  -0.0001  0.0005
Si  -0.0073  0.0029  -0.0003
Si  -0.0018  -0.0034  -0.0023
Si  0.0029  -0.0004  -0.0047
Si  -0.0015  0.0012  -0.0045
Si  0.0012  -0.0015  -0.0038
Si  -0.0008  0.0037  -0.0015
Si  0.0002  0.0018  -0.0011
Si  0.0011  0.0002  -0.0007
Si  -0.0013  0.0001  -0.0032
Si  0  -0.0001  -0.0022
Si  0.0022  0.0002  0.0018
Si  -0.0002  0.0001  0.0004
Si  0.0011  0.0043  0.0003
Si  0.0009  0.0001  0.0005
Si  -0.0008  -0.0006  0.0002
Si  0.0018  -0.0028  -0.0014
Si  -0.0008  -0.0014  0.0025
Si  -0.0003  -0.0004  0.0015
Si  -0.0012  -0.0021  0.0009
Si  -0.0005  0  0.0015
Si  -0.001  0.0005  0.0014
Si  -0.0009  -0.0015  0.0007
Si  -0.0004  -0.0013  0.0009
Si  0.0001  -0.0009  0.0017
Si  -0.0004  -0.0019  0.0017
Si  -0.0013  -0.0021  -0.0001
Si  -0.0012  -0.001  0.0005
Si  0.0001  0.0003  0.0011
Si  0.0002  -0.0016  0.0001
Si  0.0002  0.0013  0.0011
Si  -0.0014  -0.0013  0.0008
Si  0.0002  -0.0006  -0.0001
Si  -0.0009  0.0001  0.0005
Si  -0.0005  -0.0005  0.0008
Si  -0.0009  -0.0002  0.0013
Si  -0.0006  0.0013  0.0003
Si  0.0003  -0.0003  0.0006
Si  0.0011  0.0002  -0.0006
Si  0.0009  0.0006  -0.0005
Si  -0.0002  -0.0028  -0.0001
Si  -0.0023  0.002  -0.0001
Si  -0.0007  -0.0007  0.0002
Si  -0.0016  0  0.0021
Si  0.0035  -0.0037  -0.0015
Si  -0.0035  -0.0011  0.0004
Si  0.0021  -0.0048  0.0006
Si  -0.0018  0.0012  -0.0006
Si  -0.0004  0.0005  -0.0002
Si  0.0025  0.0043  -0.0006
Si  -0.0033  -0.0025  0.0024
Si  -0.0013  -0.0041  0.0009
Si  0.0006  0.0023  0.0004
Si  -0.0021  -0.0004  -0.0013
Si  0.0063  0.0064  0.0038
Si  0.0026  0.0043  0.003
Si  -0.0017  -0.0034  0.0002
Si  -0.0201  -0.022  -0.2576
Si  -0.0075  -0.0071  0.0006
Si  0.0147  -0.0223  -0.059
Si  0.0017  0.0007  -0.0029
Si  0.0057  0.0047  0.0013
Si  0.0073  0.0016  0.0206
Si  -0.0059  -0.0027  0.0065
Si  0.0013  0.001  -0.0027
Si  0.0096  0.0014  -0.2697
Si  0.0015  0.0007  0.0001
Si  0.0014  -0.0016  0.0166
Si  -0.0005  0.0025  -0.002
Si  0.0167  0.0054  -0.0699
Si  -0.0044  -0.0187  -0.1191
Si  0.005  0.005  -0.0028
Si  0.0023  -0.0089  -0.0097
Si  0.0009  -0.0008  0.0072
Si  0.0224  0.0149  -0.0569
Si  0.0292  0.0086  -0.2106
Si  -0.0008  0.0126  -0.0969
Si  0.0195  -0.0204  -0.1642
Si  0.0094  -0.0032  -0.274
Si  0.0066  -0.0011  -0.1861
Si  0.0228  0.021  -0.1553
Si  0.023  0.0251  -0.1794
Si  -0.0103  -0.0271  -0.2523
Si  0.0204  -0.0217  -0.2622
Si  0.0003  0  0.0108
Si  -0.0236  0.0133  -0.2742
Si  -0.0152  0.0552  -0.2703
Si  0.005  -0.0071  0.005
Si  -0.0187  -0.0136  -0.2757
Si  0.024  -0.0118  -0.277
Si  0.0315  -0.0066  -0.2319
Si  0.0057  -0.0002  -0.0092
Si  -0.0236  -0.0137  -0.2
Si  0.0298  0.0152  -0.0353
Si  0.0081  -0.0139  -0.18
Si  0.0036  -0.047  -0.2067
Si  0.0159  0.0193  -0.1389
Si  -0.0218  0.0506  -0.2502
Si  0.0438  0.0353  -0.1697
Si  -0.0317  -0.0282  -0.2763
Si  -0.0031  0.0342  -0.2289
Si  0.0221  -0.0179  -0.1951
Si  0.0031  0.001  0.0006
Si  0.0227  0.0057  -0.2294
Si  0.0034  0.0047  -0.1912
Si  -0.0141  -0.0082  -0.2336
Si  -0.0254  0.0105  -0.1711
Si  0.0082  -0.0075  -0.2309
Si  0.0037  -0.0034  -0.2107
Si  -0.0102  0.0066  -0.2573
Si  -0.028  -0.0147  -0.1838
Si  -0.0001  -0.008  0.0015
Si  -0.0064  -0.0054  -0.0033
Si  -0.0239  0.0137  -0.1933
Si  -0.008  -0.0154  -0.2051
Si  0.038  0.0231  -0.2867
Si  -0.0264  -0.0079  -0.234
O  0.0497  0.0128  0.1447
O  -0.0511  0.0136  0.1765
O  -0.0146  -0.0094  0.1075
O  0.0569  -0.0078  0.205
O  -0.0563  0.0459  0.1346
O  -0.0216  0.0286  0.1329
O  -0.0654  0.0662  0.1907
O  -0.056  -0.036  0.085
O  0.0182  0.0056  0.0768
O  0.002  -0.0159  0.0769
O  0.0119  -0.0154  0.1361
O  -0.0365  -0.0013  0.0966
O  -0.0057  0.0185  0.1649
O  -0.0173  0.0446  0.1105
O  0.0082  0.0326  0.0947
O  0.0227  -0.0221  0.0908
O  0.0475  0.0471  0.138
O  -0.0038  -0.0119  0.0639
O  0.0015  -0.025  0.07
O  0.0151  0.0116  0.0769
O  -0.0089  -0.0695  0.1803
O  0.0068  0.0354  0.0906
O  0.0427  0.0001  0.0728
O  0.0647  -0.0678  0.1692
O  0.0138  0.0045  0.0766
O  0.0104  -0.0037  0.03
O  0.0398  0.0437  0.1004
O  -0.0373  0.024  0.1301
O  -0.0095  -0.0029  0.0925
O  0.0367  0.0656  0.1424
O  -0.007  0.009  0.0783
O  -0.007  -0.0002  0.0733
O  -0.0224  0.0119  0.219
O  0.0425  -0.0114  0.0948
O  0.0467  0.0486  0.1236
O  -0.0657  0.0053  0.1826
O  -0.0169  -0.0245  0.1954
O  0.0223  -0.0194  0.0896
O  -0.0104  0.0421  0.0982
O  0.0099  -0.0022  0.0804
O  -0.065  -0.0064  0.1094
O  -0.0632  0.0066  0.1352
O  -0.0393  -0.0287  0.1604
O  0.0272  -0.0521  0.1249
O  0.0153  0.0434  0.0988
O  -0.0119  -0.0319  0.1194
O  0.0226  0.0215  0.0934
O  0.0193  0.0342  0.0944
O  0.0083  0.0312  0.1808
O  -0.0189  -0.0667  0.1209
O  -0.0203  -0.0345  0.0966
O  -0.0408  0.0201  0.0975
O  -0.0592  0.0742  0.1716
O  -0.0143  -0.0032  0.0752
O  0.0169  -0.0055  0.0778
O  -0.0106  0.0183  0.1197
O  0.0293  -0.0085  0.0934
O  -0.004  -0.0069  0.033
O  -0.0395  -0.0199  0.0782
O  -0.0041  0.0075  0.0727
O  0.0427  0.0603  0.1648
O  -0.0157  -0.0441  0.1385
O  -0.0544  0.0759  0.1749
O  0.0079  0.0594  0.092
O  -0.0036  -0.0765  0.1556
O  -0.0026  -0.0192  0.0867
O  -0.0612  -0.0409  0.1569
O  0.0525  -0.0293  0.1114
O  -0.0495  -0.0685  0.151
O  -0.0301  -0.006  0.0672
O  -0.0067  -0.0318  0.0957
O  0.0166  0.0169  0.0659
O  0.004  -0.0272  0.1943
O  0.0495  -0.0328  0.0964
O  0.0023  0.0286  0.0619
O  0.002  0  0.0596
O  0.0476  0.0135  0.1403
O  0.0695  0.0175  0.166
O  0.0318  0.0243  0.0884
O  -0.0181  -0.0407  0.2159
O  0.0166  0.0388  0.1038
O  0.0096  -0.0626  0.1676
O  0.0039  0.0086  0.0664
O  -0.0634  -0.0171  0.118
O  0.0601  -0.0477  0.1849
O  -0.0531  -0.0405  0.1507
O  -0.042  -0.0113  0.084
O  -0.0457  0.0142  0.1092

The program warned: the cutoff lies below the one the program advises for these potential files; the forces do not sum to zero within the program's tolerance; empty levels may hold ghost states of the PAW files; the exchange-correlation potential is rough where the density is thin.
